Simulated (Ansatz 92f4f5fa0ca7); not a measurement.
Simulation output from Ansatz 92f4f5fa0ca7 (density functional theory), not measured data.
Periodic cell of 253 atoms, Si144O109, from a study of silicon, its oxide and their interface. The atomic structure is a simulated model.
Doubt: the cutoff is far below the 930 eV that the study's wrapper takes by default for these files, so forces and energies are approximate.
This geometry differs little from another in the collection (a relaxation step or a small displacement).

Settings
functional: PBE
potential files: Ansatz PAW
basis: plane waves
wave-function cutoff: 580 eV
density cutoff ratio: 5
exchange-correlation grid ratio: 1
k mesh: 1 x 1 x 1, Gamma-centred
self-consistency stop: 5e-08 eV per atom in the density residual
occupations: fixed
spin: none
net charge: 0

Cell vectors (angstrom)
a 10.938 0 0
b 0 10.938 0
c 4.4974 1.0996 36.5495

Atoms: element, x, y, z (angstrom)
Si 10.8978 -0.712 30.4124
Si 11.8309 5.6657 30.643
Si 13.5416 7.3443 30.5929
Si 14.5491 2.9283 30.5959
Si 5.3139 4.6664 30.4521
Si 9.1456 8.512 30.4459
Si 17.2927 11.1719 30.4608
Si 8.0354 1.9498 30.6168
Si 10.0071 6.6631 31.7464
Si 12.6324 9.2507 31.722
Si 9.9143 1.0185 31.7231
Si 12.7656 3.8642 31.8199
Si 15.386 6.4695 31.7642
Si 18.2533 9.3815 31.7043
Si 15.5261 12.088 31.8017
Si 7.1157 3.789 31.777
Si 8.5821 5.2189 33.0067
Si 11.3172 7.9618 33.2147
Si 8.6152 -0.2734 33.2082
Si 11.3151 2.4404 33.0383
Si 14.0727 5.1836 33.2616
Si 16.823 7.9369 32.9963
Si 14.0676 10.6578 33.0142
Si 16.7912 2.4779 33.263
Si 9.9544 3.8397 34.4259
Si 12.6883 6.5815 34.5395
Si 9.9659 -1.6283 34.5535
Si 12.703 1.0886 34.4358
Si 15.4292 3.8294 34.5786
Si 7.2303 6.5742 34.4325
Si 15.4405 9.2943 34.4228
Si 7.2475 12.037 34.5429
Si 11.3336 5.2013 35.8635
Si 14.0681 7.9358 35.8635
Si 11.3336 -0.2677 35.8635
Si 14.0681 2.4668 35.8635
Si 5.8646 5.2013 35.8635
Si 8.5991 7.9358 35.8635
Si 5.8646 10.6703 35.8635
Si 8.5991 2.4668 35.8635
Si 5.469 5.469 0.6813
Si 8.2035 8.2035 0.6813
Si 5.469 0 0.6813
Si 8.2035 2.7345 0.6813
Si 10.938 5.469 0.6813
Si 2.7345 8.2035 0.6813
Si 10.938 0 0.6813
Si 2.7345 2.7345 0.6813
Si 4.1018 4.1018 2.0485
Si 6.8362 6.8362 2.0485
Si 4.1018 -1.3673 2.0485
Si 6.8362 1.3673 2.0485
Si 9.5708 4.1018 2.0485
Si 12.3052 6.8362 2.0485
Si 9.5708 9.5708 2.0485
Si 12.3052 1.3673 2.0485
Si 5.4679 2.7256 3.3671
Si 8.2042 5.4704 3.3539
Si 5.476 8.199 3.4704
Si 8.2031 0.0076 3.4698
Si 10.9561 2.7412 3.492
Si 2.7181 5.4515 3.4662
Si 10.9186 8.1893 3.3371
Si 2.7348 0.0124 3.3597
Si 6.876 4.0757 4.6676
Si 9.5645 6.84 4.678
Si 6.8588 9.5611 4.8786
Si 10.9742 -0.107 6.1182
Si 1.3737 4.1141 4.9397
Si 4.0975 6.8032 4.8449
Si 12.2786 9.5599 4.6241
Si 4.088 1.3836 4.7018
Si 5.5353 5.3737 6.1018
Si 8.3019 8.1604 6.1753
Si 6.4176 1.8032 7.3445
Si -0.0841 5.5611 6.1585
Si 2.6351 8.2284 6.0556
Si 10.1007 9.073 7.4728
Si 2.8258 2.7041 6.2559
Si 5.4223 0.0461 6.1206
Si 8.186 2.8101 6.1799
Si 9.0588 4.6411 7.4409
Si 0.8766 7.3713 7.3884
Si 9.5807 1.3658 4.8837
Si 4.7683 3.5496 7.4123
Si 7.2936 6.3384 7.3085
Si 1.8278 0.8214 7.2928
Si 3.5486 -0.9055 7.2206
Si 10.86 5.147 28.6059
Si 12.9499 4.0141 26.5328
Si 11.3796 2.3513 24.3554
Si 6.6994 -0.2278 26.1826
Si 6.6105 4.9364 27.5888
Si 2.3724 3.1201 14.9668
Si 8.44 3.5671 20.1742
Si 8.8867 7.2252 27.6451
Si 8.1606 8.6832 14.4281
Si 14.1974 2.4371 17.9778
Si 1.4515 6.437 9.455
Si 9.0124 3.8432 12.4794
Si 14.2038 8.6141 27.8791
Si 6.8837 6.2255 12.9584
Si 7.7561 8.21 25.068
Si 4.6732 4.2039 12.994
Si 13.3204 0.2984 23.0309
Si 11.3243 5.1524 14.0611
Si 11.8597 -0.1694 28.282
Si 3.6255 9.3719 12.8428
Si 4.3826 -0.5958 10.0387
Si 9.4093 8.6561 22.6289
Si 11.9379 8.1911 18.4817
Si 3.5294 4.3398 10.0133
Si 6.9825 0.8895 9.4235
Si 9.2231 -1.1889 9.5809
Si 8.6367 2.9817 28.6497
Si 16.488 6.2629 19.1487
Si 11.1145 3.7191 21.665
Si 12.4343 6.3174 20.7706
Si 5.9096 5.728 24.6561
Si 7.5701 0.8459 19.0597
Si 5.9248 -0.3284 14.3454
Si 14.0822 6.7711 25.3247
Si 15.0245 9.0329 18.661
Si 1.4103 0.7703 13.022
Si 7.5955 7.1696 10.158
Si 2.1919 1.5975 10.1608
Si 16.7472 10.2085 20.9202
Si 10.1715 10.3589 20.0797
Si 1.4809 7.4024 12.3554
Si 12.5768 1.4151 20.3855
Si 6.8346 1.9193 12.3638
Si 12.3727 8.2191 23.162
Si 7.6233 7.6546 20.6364
Si 10.2908 -1.2812 12.4877
Si 14.11 2.0652 28.4912
Si 5.4128 0.471 17.1079
Si 10.1368 7.2003 16.1647
Si 15.0095 4.704 19.9757
Si 9.6826 0.9657 26.5169
Si 9.6996 4.9115 9.7254
Si 5.974 3.6228 22.1963
Si 16.2181 0.8087 23.5348
Si 8.2729 6.0992 18.3643
Si 16.4138 -0.124 28.2378
O 12.3861 2.9095 21.0261
O 9.2146 6.201 17.0644
O 8.6584 8.2968 28.8591
O 10.8499 -0.0836 26.9798
O 6.9665 0.4757 17.5943
O 8.9883 6.3158 10.2157
O 14.3612 3.8595 18.7403
O 3.9397 4.5219 11.5734
O 10.9314 3.4687 23.2633
O 1.3715 1.458 11.5482
O 8.9207 7.9464 26.1874
O 10.7688 8.2527 23.4076
O 12.6764 1.2507 28.4741
O 10.3411 4.0502 13.3821
O 6.7385 6.7073 8.8492
O 6.4102 0.6052 20.197
O 8.3605 9.0644 23.8112
O 11.2207 8.3748 12.8492
O 10.237 -1.0354 10.8702
O 2.5923 -0.3385 13.0719
O 5.9367 -0.3497 9.6593
O 12.0076 1.0686 23.5849
O 4.2751 9.4265 11.3589
O 5.3405 0.6785 15.4884
O 9.5464 4.2776 29.0788
O 15.6503 3.7802 21.1671
O 4.776 3.9289 9.0458
O 7.3854 3.5006 27.7118
O 16.4254 10.5057 22.4845
O 7.3622 7.3079 14.0695
O 8.7335 7.3972 21.8063
O 13.8729 5.5919 20.718
O 3.6963 9.5228 8.8108
O 6.0216 0.6247 24.9657
O 8.0247 8.7261 10.0329
O 2.403 3.1766 9.8845
O 15.7087 7.5599 18.5253
O 10.5744 6.3129 14.8881
O 13.9327 7.454 28.9792
O 7.0123 9.1259 20.875
O 14.6134 0.8758 23.8335
O 5.7074 2.9874 12.7831
O 15.3385 1.0944 28.0213
O 5.8957 4.9829 26.1216
O 6.8837 1.8527 10.7386
O 11.139 0.7 20.2472
O 8.2777 0.1928 26.288
O 1.3543 0.9835 8.9015
O 6.0192 4.6823 23.4274
O 11.671 4.2768 27.4965
O 11.404 7.8321 16.9785
O 15.5788 9.387 28.3
O 12.1814 5.878 12.8719
O 8.816 9.3161 13.0718
O 1.6929 1.8737 14.1699
O 5.8707 2.1517 22.8599
O 11.3038 5.2351 9.7511
O 9.3743 3.788 10.8771
O 3.6521 0.8564 10.2721
O 7.1487 6.7853 24.5614
O 8.5019 0.2659 9.2983
O 6.427 0.4917 13.029
O 15.6527 1.7389 17.8417
O 2.6768 2.6333 16.4811
O 6.3581 6.6177 20.5715
O 7.9858 2.4139 19.1227
O 10.3338 6.5097 27.8505
O 9.567 2.0028 27.7529
O 12.2616 4.3507 15.1068
O 13.5784 5.4062 26.0252
O 13.5111 0.5652 21.4241
O 13.2383 1.4892 18.8992
O 11.3333 5.3138 21.4277
O 8.3007 2.4283 12.8855
O 7.1437 -1.1468 15.0276
O 10.084 1.7979 25.1734
O 2.9227 5.7164 9.3897
O 10.9053 0.039 13.2378
O 15.4447 6.5285 24.4768
O 6.6853 5.8244 18.0234
O 9.26 8.4435 15.5958
O 1.499 7.4688 10.7271
O 8.372 7.5259 19.182
O 6.5948 9.1198 25.7631
O 4.659 -0.9271 17.4894
O 12.485 3.043 25.3198
O 6.6963 6.9384 11.4964
O 11.9654 6.7649 19.2789
O 16.5044 5.0624 28.8437
O 8.0112 5.0717 12.816
O 12.6294 7.6692 21.6527
O 12.9327 7.2093 24.2832
O 7.6516 6.1753 27.693
O 13.1128 9.6535 23.312
O 14.1093 3.253 27.3723
O 8.7922 4.9007 19.3243
O 12.9391 9.6267 27.8535
O 9.7514 9.8602 21.5822
O 3.6617 3.7157 14.1669
O 14.3651 7.9321 26.422
O 13.4165 8.8834 18.4536
O 5.4778 5.5532 13.4498
O 15.4251 9.6504 20.1309
O 10.9177 9.2041 19.2287
O 9.7971 3.1416 20.9332
O 4.8086 9.4984 13.9365
O 2.8817 7.9351 13.0027
O 7.3256 3.8092 21.3238
O 8.8543 -0.1129 19.2692

Results
free energy: -153543.091 eV
free energy less fixed offsets of O -568.88, Si -635.61 eV per atom: -7.331 eV

Forces (eV/angstrom), in the order of the atoms: element, x, y, z
Si -0.0137 -0.0498 0.0377
Si 0.068 0.043 0.043
Si -0.0094 0.0265 -0.008
Si 0.0694 0.0386 0.0999
Si -0.064 0.0293 0.0421
Si -0.0238 0.0427 0.029
Si -0.066 -0.0556 -0.0387
Si 0.0064 0.05 0.065
Si -0.0006 0.0601 -0.0668
Si -0.0157 -0.0784 -0.0567
Si -0.0015 0.0269 0.0053
Si -0.0346 -0.0323 0.0019
Si -0.0113 -0.0663 0.0092
Si 0.0573 -0.0002 -0.0087
Si 0.0507 0.0325 -0.0746
Si -0.0308 -0.041 -0.0746
Si 0.0019 -0.0134 0.0682
Si 0.0363 -0.0002 -0.0068
Si -0.043 -0.0054 -0.0125
Si 0.0061 0.0302 -0.0398
Si 0.0229 0.0498 -0.0431
Si -0.022 0.0022 0.0044
Si 0.0088 -0.0163 0.0586
Si 0.0005 -0.0297 0.0109
Si -0.0064 0.0075 0.018
Si 0.0121 -0.0041 0.0336
Si -0.0315 -0.0035 0.028
Si 0.0075 -0.0073 0.0265
Si 0.0141 0.0278 0.0247
Si -0.004 0.0148 0.0046
Si 0.0154 -0.0187 0.0166
Si -0.0088 -0.019 0.0217
Si -0.2176 -0.162 -0.058
Si 0.1875 0.1742 -0.0416
Si 0.2046 0.1991 0.0375
Si -0.3155 -0.3108 0.118
Si 0.2338 0.2666 0.0365
Si -0.1818 -0.1914 -0.0296
Si -0.1307 -0.1716 -0.0998
Si 0.2044 0.2114 0.0339
Si -0.1708 -0.0004 0.0043
Si -0.0136 0.209 -0.0121
Si 0.2103 0.0348 -0.0078
Si -0.0108 -0.19 0.0169
Si 0.181 -0.0221 -0.0202
Si -0.0152 -0.1759 0.012
Si -0.1942 -0.009 -0.0005
Si 0.0387 0.1395 -0.0128
Si -0.174 0.1208 0.0191
Si -0.1961 0.1649 -0.1085
Si 0.2276 -0.1348 0.0105
Si 0.1181 -0.222 -0.0374
Si 0.307 -0.1922 0.0114
Si 0.1541 -0.2612 -0.0946
Si -0.2743 0.2516 -0.1145
Si -0.2016 0.2892 -0.0619
Si 0.0185 0.0276 -0.0633
Si 0.02 0.0034 -0.0124
Si -0.0032 -0.0051 0.0297
Si 0.0109 -0.0042 -0.015
Si 0.0043 -0.0051 0.0169
Si 0.0024 -0.0127 0.0013
Si 0.0032 -0.0034 -0.053
Si -0.0113 -0.0151 -0.009
Si -0.0381 0.0114 0.0443
Si -0.0257 0.0158 0.0029
Si 0.0257 0.0299 -0.0194
Si 0.0148 0.0279 -0.0211
Si 0.0951 -0.0335 -0.0597
Si -0.0181 -0.0254 -0.0002
Si 0.0114 0.0095 0.0275
Si -0.0263 0.013 0.1174
Si -0.01 -0.0218 -0.047
Si -0.0389 -0.0614 -0.0093
Si 0.0053 0.0693 -0.0514
Si -0.0724 0.0498 0.1356
Si 0.0768 0.0441 -0.0114
Si -0.0422 0.083 -0.0356
Si -0.0532 -0.0336 -0.0536
Si -0.0054 -0.0376 -0.0271
Si 0.0791 -0.0427 -0.0162
Si 0.0044 0.0166 -0.0252
Si 0.0334 -0.1206 -0.0674
Si -0.0746 0.0178 0.0278
Si 0.0699 -0.0062 0.0074
Si 0.0468 -0.0054 0.0684
Si 0.0879 -0.052 0.0634
Si -0.0984 0.0248 0.0918
Si 0.02 0.0258 -0.1221
Si 0.0143 0.0466 -0.0314
Si 0.006 -0.0067 0.0103
Si -0.0349 -0.0086 0.025
Si -0.0734 0.0385 -0.0267
Si 0.0059 0.0021 -0.0256
Si -0.0016 0.0015 0.0513
Si -0.0429 0.0451 -0.0355
Si -0.0051 0.0026 -0.0103
Si -0.0101 0.0218 0.0144
Si 0.0164 -0.0266 0.0989
Si -0.0065 0.0104 -0.0021
Si 0.0526 0.0035 -0.0141
Si -0.0099 -0.0198 0.034
Si -0.0123 -0.0011 0.0048
Si 0.0306 -0.0008 0.0473
Si 0.0006 -0.0138 0.0462
Si 0.0096 0.0119 -0.0144
Si 0.0595 0.0378 -0.0627
Si -0.0268 0.0053 0.0295
Si -0.0446 -0.0024 -0.0378
Si 0.0132 0.0006 0.0496
Si -0.0066 -0.0201 0.0333
Si 0.003 0.0054 0.0236
Si 0.048 -0.02 0.0646
Si -0.0419 0.0605 0.1315
Si 0.038 -0.0379 -0.1166
Si 0.0045 -0.0108 0.0195
Si 0.0065 -0.0071 0.0339
Si 0.0117 -0.0101 0.0382
Si -0.026 0.0359 -0.0143
Si -0.0029 -0.0074 0.0212
Si -0.0001 -0.0183 -0.0063
Si -0.0026 -0.0277 -0.0199
Si 0.0255 -0.0241 0.0254
Si 0.0101 -0.019 0.0268
Si -0.0044 -0.0049 0.0246
Si 0 -0.0045 0.002
Si 0.0087 -0.0015 0.0489
Si -0.0072 0.0011 0.0476
Si 0.0034 0.0013 0.0116
Si 0.0084 -0.0066 0.0349
Si -0.0296 0.022 0.034
Si 0.0167 -0.0067 0.0579
Si -0.0128 -0.0109 0.0313
Si 0.008 -0.0099 0.0148
Si -0.0078 -0.0801 -0.096
Si -0.0011 -0.0058 -0.017
Si -0.0071 -0.0021 -0.0223
Si 0.0137 0.0257 0.0059
Si -0.0262 -0.0174 -0.034
Si 0.0528 0.0309 -0.0076
Si -0.0125 0.014 0.0445
Si 0.0003 0.007 0.051
Si -0.0293 0.0126 0.0094
Si 0.066 -0.0583 0.0385
O -0.0036 -0.0046 -0.0148
O -0.0003 0.0006 0.0035
O 0.0045 -0.0105 0.0086
O 0.0136 0.0161 0.0607
O 0.0075 0.0042 0.0102
O -0.0139 0.0129 0.0039
O -0.0019 -0.0303 -0.0205
O -0.0187 0.0061 -0.0354
O -0.0032 -0.0038 -0.013
O 0.0077 0.0033 -0.0355
O 0.0028 -0.0167 0.0108
O -0.013 0.0093 -0.0343
O -0.0268 -0.0057 -0.0011
O -0.0092 0.002 -0.0051
O -0.0168 0.0097 -0.0343
O -0.0019 0.0003 -0.0131
O 0.0111 0.0019 -0.0158
O -0.0038 0.0024 -0.0075
O -0.023 0.0008 -0.0696
O 0.0055 0 -0.0153
O -0.0176 -0.0073 0.0121
O -0.0096 0.0191 -0.0088
O 0.006 0.0024 -0.0194
O -0.0046 0.0034 0.0218
O -0.0169 -0.0061 0.0441
O 0.0138 -0.0138 0.0079
O -0.0159 0.0017 -0.0001
O 0.0362 -0.0363 0.0486
O 0.0033 0.0045 -0.0275
O 0.0048 0.0058 -0.0066
O -0.0017 -0.0046 -0.0199
O -0.0237 0.007 0.001
O 0.0202 0.0353 -0.0576
O -0.0231 0.0145 -0.042
O -0.0001 -0.0345 -0.0144
O 0.0049 -0.0209 -0.0018
O -0.0193 0.0288 -0.0076
O 0.0006 0.0042 0.017
O -0.0226 -0.0245 0.0366
O -0.0079 0.0155 -0.021
O 0.032 0.0083 -0.0259
O 0.0259 -0.0234 -0.0296
O -0.0796 0.0901 0.0143
O 0.0294 0.0014 0.0253
O 0.0084 -0.0369 -0.03
O 0.0019 -0.0018 -0.0132
O 0.0498 0.0234 0.0138
O 0.0044 0.0014 -0.0173
O -0.003 -0.0195 -0.0202
O -0.0268 0.059 0.0634
O 0.0053 0.0076 0.0183
O -0.0184 0.0012 -0.002
O -0.0085 -0.0182 0.0039
O 0.0017 0.0043 -0.0146
O 0.0082 0.0092 0.0029
O 0.0029 -0.0005 -0.0079
O -0.0637 -0.0402 -0.0046
O 0.0144 0.0185 -0.0071
O 0.0053 0.0055 -0.008
O -0.0102 -0.0094 0.008
O -0.0266 0.0037 -0.0021
O 0.0056 0.0153 -0.0228
O 0.001 -0.0024 0.002
O 0.0029 -0.005 0.0278
O 0.0208 0.0132 -0.0003
O 0.0025 0.0078 0.0028
O 0.0495 -0.0925 0.0595
O -0.0348 0.0355 0.0371
O -0.0005 -0.0038 -0.0018
O -0.0123 -0.0255 -0.0007
O -0.0098 0.0114 -0.0356
O -0.0015 0.0021 -0.0013
O 0.0058 0.0104 -0.0174
O 0.0013 -0.0024 -0.0105
O 0.0053 -0.0013 -0.0048
O -0.0078 -0.0193 0.032
O -0.0064 0.0044 -0.0297
O -0.0047 0.0054 -0.004
O 0.0139 -0.0184 0.0345
O 0.0153 0.0037 -0.006
O 0.0077 -0.0028 0.0151
O 0.0017 0.0121 -0.0278
O 0.0075 -0.0031 -0.0023
O 0.0213 -0.014 -0.0033
O -0.0034 -0.0003 0.0039
O -0.0071 0.0039 0.0132
O 0.0121 0.0165 -0.0355
O -0.0011 0.0286 -0.0241
O 0.0265 0.0064 -0.0223
O 0.0083 0.0005 -0.0094
O -0.0011 0.002 -0.0119
O 0.0036 0.0102 -0.0027
O 0.0189 -0.0132 0.0036
O 0.0001 -0.0193 -0.0241
O -0.0242 -0.0167 0.02
O 0.0037 -0.0114 -0.0031
O -0.0241 -0.0051 0.0124
O 0.0039 0.0045 -0.0224
O -0.0197 -0.0011 0.0029
O -0.0028 -0.0046 0.0068
O -0.0099 0.0032 0.0016
O 0.0042 0.0066 -0.0148
O -0.0063 -0.003 -0.0238
O 0.0067 -0.0076 -0.0123
O -0.0213 0.0015 -0.0283
O 0.0082 0.0044 -0.0047
O 0.0025 0.0018 -0.0094
O 0.0186 -0.0091 -0.0328
O 0.0088 0.0001 -0.0054

The program warned: the cutoff lies below the one the program advises for these potential files; the forces do not sum to zero within the program's tolerance; the exchange-correlation potential is rough where the density is thin.
